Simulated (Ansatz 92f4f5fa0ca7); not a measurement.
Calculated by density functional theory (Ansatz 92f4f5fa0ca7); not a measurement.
Periodic cell of 220 atoms, Si132O88, from a study of silicon, its oxide and their interface. The atomic structure is a simulated model.
Doubt: the cutoff is far below the 930 eV that the study's wrapper takes by default for these files, so forces and energies are approximate.

Settings
functional: PBE
potential files: Ansatz PAW
basis: plane waves
wave-function cutoff: 580 eV
density cutoff ratio: 5
exchange-correlation grid ratio: 1
k mesh: 1 x 1 x 1, Gamma-centred
self-consistency stop: 5e-08 eV per atom in the density residual
occupations: fixed
spin: none
net charge: 0

Cell vectors (angstrom)
a  10.938  0  0
b  0  10.938  0
c  0  0  32.5202

Atoms: element, x, y, z (angstrom)
Si  -0.2969  0.1955  24.9766
Si  5.636  -0.1791  25.0051
Si  2.7271  3.2798  24.6645
Si  8.5126  2.4652  25.026
Si  0.2412  5.1279  25.0478
Si  5.3089  5.6981  24.8542
Si  3.085  7.9009  24.9768
Si  7.7279  8.5027  25.0765
Si  1.2603  1.1906  26.4094
Si  6.8498  1.3558  26.3431
Si  4.1333  4.2114  26.2978
Si  9.6497  3.988  26.4207
Si  1.3955  6.7968  26.2869
Si  6.7461  6.8408  26.3894
Si  4.1391  9.516  26.3589
Si  9.4628  9.5722  26.3075
Si  2.737  -0.0697  27.7175
Si  8.1902  0.0127  27.7579
Si  0.0463  2.6881  27.7924
Si  5.463  2.7533  27.6691
Si  2.7412  5.4764  27.7312
Si  8.2198  5.4561  27.6834
Si  -0.0084  8.197  27.6619
Si  5.4579  8.1964  27.7846
Si  4.1018  1.3673  29.1019
Si  9.5708  1.3673  29.1019
Si  1.3673  4.1018  29.1019
Si  6.8362  4.1018  29.1019
Si  4.1018  6.8362  29.1019
Si  9.5708  6.8362  29.1019
Si  1.3673  9.5708  29.1019
Si  6.8362  9.5708  29.1019
Si  0  0  30.4692
Si  5.469  0  30.4692
Si  2.7345  2.7345  30.4692
Si  8.2035  2.7345  30.4692
Si  0  5.469  30.4692
Si  5.469  5.469  30.4692
Si  2.7345  8.2035  30.4692
Si  8.2035  8.2035  30.4692
Si  1.3673  1.3673  31.8364
Si  6.8362  1.3673  31.8364
Si  4.1018  4.1018  31.8364
Si  9.5708  4.1018  31.8364
Si  1.3673  6.8362  31.8364
Si  6.8362  6.8362  31.8364
Si  4.1018  9.5708  31.8364
Si  9.5708  9.5708  31.8364
Si  2.7345  0  0.6835
Si  8.2035  0  0.6835
Si  0  2.7345  0.6835
Si  5.469  2.7345  0.6835
Si  2.7345  5.469  0.6835
Si  8.2035  5.469  0.6835
Si  0  8.2035  0.6835
Si  5.469  8.2035  0.6835
Si  4.1018  1.3673  2.0507
Si  9.5708  1.3673  2.0507
Si  1.3673  4.1018  2.0507
Si  6.8362  4.1018  2.0507
Si  4.1018  6.8362  2.0507
Si  9.5708  6.8362  2.0507
Si  1.3673  9.5708  2.0507
Si  6.8362  9.5708  2.0507
Si  0  0  3.418
Si  5.469  0  3.418
Si  2.7345  2.7345  3.418
Si  8.2035  2.7345  3.418
Si  0  5.469  3.418
Si  5.469  5.469  3.418
Si  2.7345  8.2035  3.418
Si  8.2035  8.2035  3.418
Si  1.2607  1.4957  4.7311
Si  6.8187  1.3286  4.8313
Si  4.1259  4.0792  4.8184
Si  9.565  4.1188  4.7907
Si  1.4214  6.8366  4.8369
Si  6.7553  6.9462  4.714
Si  4.0858  9.6154  4.8496
Si  9.6302  9.4961  4.7314
Si  2.5965  0.1502  6.0102
Si  8.2395  -0.1375  6.0438
Si  -0.0044  2.8731  6.2822
Si  5.4785  2.7064  6.2732
Si  2.8214  5.4863  6.2335
Si  8.138  5.5692  5.9203
Si  0.0717  8.2188  6.1926
Si  5.5638  8.3082  6.2716
Si  3.6538  1.636  7.4977
Si  9.7098  1.0927  7.3171
Si  1.6385  4.0871  7.728
Si  6.75  4.4166  7.3958
Si  4.5339  6.5804  7.5045
Si  9.348  6.9743  7.3091
Si  1.0888  9.9924  7.444
Si  7.3134  9.3368  7.742
O  1.4133  4.2059  24.2905
O  6.7069  9.6367  24.3493
O  2.6473  2.8187  8.1524
O  8.3511  8.0726  8.0363
O  5.6107  5.4241  8.0684
O  -0.1157  0.0635  8.0408
O  4.1813  6.8133  24.3088
O  9.5603  1.3258  24.3954
O  1.985  9.6427  8.8044
O  1.2409  4.9801  9.1094
O  8.5418  1.4954  8.4223
O  7.1301  9.9095  9.3379
O  3.9911  0.5453  8.7161
O  4.0954  7.316  8.9159
O  7.7701  3.9794  8.6414
O  9.9125  5.9637  8.4733
O  2.2625  1.8359  25.2512
O  3.4869  2.922  23.2706
O  7.9766  3.2982  23.7186
O  10.1714  5.6019  23.8097
O  8.2598  7.5548  23.8334
O  2.4806  8.7323  23.6701
O  7.5738  4.3284  21.3219
O  0.5178  10.5903  23.6221
Si  3.0957  10.491  9.666
Si  7.7547  2.5234  9.3834
Si  3.1054  3.6501  12.3024
Si  4.5191  1.7963  22.6974
Si  6.8414  3.8492  22.6933
Si  6.1793  0.3892  16.0412
Si  -0.2527  7.9396  20.7003
Si  5.9344  6.6599  18.3399
Si  2.8106  6.5069  12.6022
Si  -2.1244  13.5224  13.9823
Si  1.7687  2.9564  18.4597
Si  4.646  5.2006  14.3223
Si  4.5245  7.9051  10.364
Si  7.2563  -5.9415  12.8864
Si  8.928  9.9791  15.9331
Si  0.9819  9.0939  23.1487
Si  0.463  -0.125  14.3809
Si  5.6088  2.8953  11.1781
Si  6.5151  11.548  13.0568
Si  7.8241  4.6643  19.7456
Si  7.1646  -1.7256  10.8424
Si  9.9876  2.8091  11.2769
Si  0.6233  7.9058  14.0085
Si  8.8664  -1.7529  18.6086
Si  5.9208  2.8825  18.0699
Si  4.0181  1.1196  19.7724
Si  -1.5373  7.2739  11.905
Si  8.2636  7.1229  16.5918
Si  10.9714  5.2905  19.137
Si  9.7183  7.0819  23.3145
Si  10.8229  5.5801  15.9963
Si  10.7558  5.5102  9.779
Si  0.1366  2.5321  15.8658
Si  5.7446  -1.2092  18.5179
Si  4.3648  4.4377  17.4114
Si  12.3114  1.1873  11.7535
O  4.6328  4.8424  15.8715
O  9.6615  -0.952  17.4077
O  7.9178  1.3229  13.4897
O  2.2245  5.0287  12.1626
O  -6.879  -7.5495  10.9924
O  5.8672  2.6082  22.3013
O  2.8633  3.8122  17.5937
O  6.1093  7.9543  10.7569
O  -1.0972  10.5162  14.7194
O  -0.361  6.733  10.8778
O  13.5196  1.6742  19.1381
O  9.4201  4.8917  19.4748
O  -0.8375  7.87  13.2643
O  -4.0157  5.9984  19.457
O  -1.2916  7.1743  21.6999
O  7.7545  0.1135  16.0557
O  9.4816  2.3451  15.4628
O  11.3101  4.1166  15.4015
O  4.8623  0.6175  23.776
O  2.44  11.3707  10.845
O  6.0014  5.0287  23.4903
O  11.5235  2.4232  17.4419
O  2.1063  2.4045  12.5618
O  7.3359  3.478  18.6939
O  11.812  -2.1466  21.5392
O  4.0462  9.4472  10.4449
O  6.5406  15.1051  11.664
O  10.0402  2.7988  12.91
O  6.0892  5.7247  13.7644
O  8.6005  8.5146  11.1996
O  1.6582  -3.3341  12.7933
O  7.9402  3.9535  13.9453
O  -2.5902  8.462  15.6346
O  5.5909  12.6109  12.2527
O  8.3453  6.0699  12.3163
O  6.0263  1.8478  16.7812
O  11.8695  1.2487  15.1673
O  11.3792  6.7105  19.8659
O  -5.2358  11.217  14.4657
O  -0.08  8.0974  23.907
O  5.4562  8.1533  18.7549
O  5.4674  -0.7666  16.9575
O  4.6139  -0.3715  19.3751
O  -4.1402  -0.6734  12.0683
O  4.5378  5.8191  18.2763
O  5.2166  2.1312  19.3464
O  3.844  1.1138  21.3864
O  9.8347  9.099  19.906
O  0.6579  6.7488  15.1632
O  3.8374  6.9611  11.4636
O  3.575  -4.5464  14.0374
O  11.1554  1.7969  10.7726
O  0.2914  5.6016  17.5617
O  8.7675  7.631  18.0757
O  7.3784  -1.0586  18.8877
O  -1.7395  5.9253  15.9703
O  11.6322  0.1464  12.797
O  6.1729  2.3094  9.7563
O  6.7242  6.6298  16.8762
O  1.1161  9.3292  14.6878
O  10.1809  4.2531  10.6082
O  8.5101  2.3444  10.8195
O  1.0219  4.006  19.5131
O  4.1422  3.8398  13.5543

Results
free energy: -133960.345 eV
free energy less fixed offsets of O -568.88, Si -635.61 eV per atom: 1.615 eV

Forces (eV/angstrom), in the order of the atoms: element, x, y, z
Si  -0.2459  -0.0696  -0.1063
Si  0.0037  0.0633  -0.2045
Si  -0.1869  -0.0597  0.1231
Si  -0.0084  -0.0251  -0.1787
Si  0.0462  -0.1167  -0.2012
Si  0.098  0.1527  0.0101
Si  0.1113  -0.0434  -0.1621
Si  -0.0826  0.1045  -0.0548
Si  0.1515  0.0429  -0.076
Si  0.0771  0.0141  -0.2011
Si  0.109  -0.0305  -0.1784
Si  -0.065  0.1182  -0.0812
Si  0.0152  0.0977  -0.0878
Si  0.0377  -0.0607  -0.262
Si  -0.0042  0.0025  -0.1617
Si  0.0789  -0.0868  -0.0875
Si  0.0707  0.0407  0.2133
Si  0.0636  -0.0142  -0.113
Si  0.0638  -0.0855  0.0293
Si  -0.0785  -0.0038  0.0092
Si  -0.0471  0.0845  -0.0248
Si  0.0086  0.0032  0.0685
Si  -0.0338  0.0687  -0.0482
Si  -0.051  -0.0388  0.0701
Si  -0.0579  -0.0245  -0.5064
Si  -0.02  -0.1932  0.34
Si  0.295  0.048  0.1775
Si  -0.0061  0.047  -0.4133
Si  -0.2173  -0.0255  0.3198
Si  0.0413  -0.017  -0.4299
Si  -0.1849  -0.3558  -0.1403
Si  0.0635  -0.0004  0.2385
Si  -0.095  -0.0105  -0.0117
Si  0.021  0.0166  -0.0171
Si  -0.0131  0.0461  0.0001
Si  0.0321  -0.0273  -0.0312
Si  0.0125  0.0206  -0.0223
Si  -0.025  0.0189  -0.0378
Si  -0.1017  -0.1231  0.0253
Si  0.0025  0.0396  -0.0181
Si  0.0052  -0.0297  -0.0195
Si  0.0218  -0.0158  -0.0268
Si  0.0433  -0.0238  -0.0063
Si  -0.0419  0.0056  -0.0261
Si  0.0562  0.0385  -0.0111
Si  0.0113  -0.0145  -0.0158
Si  -0.037  0.0279  -0.0211
Si  0.0482  -0.0195  0.0028
Si  0.0316  -0.0047  0.013
Si  -0.0692  0.0803  -0.0271
Si  -0.0075  0.0026  0.0417
Si  -0.0303  0.0101  0.0342
Si  -0.1132  0.0618  -0.0248
Si  0.0867  -0.0205  0.0083
Si  -0.0547  -0.046  0.0362
Si  0.0227  -0.0107  0.0387
Si  -0.0412  -0.0433  0.0478
Si  -0.0893  -0.1649  -0.0436
Si  0.1746  0.0945  -0.0193
Si  0.0507  0.0443  0.0519
Si  -0.0353  -0.1093  -0.0268
Si  -0.085  0.0143  0.0006
Si  0.0818  0.1006  0.0423
Si  0.1404  0.0606  -0.0111
Si  -0.2243  0.2572  -0.2967
Si  -0.1668  -0.0353  0.1939
Si  0.0471  0.3337  -0.175
Si  -0.044  -0.2507  0.3352
Si  0.2309  0.1139  0.2637
Si  -0.341  0.058  -0.0872
Si  0.283  0.0706  0.3551
Si  0.1268  -0.0466  -0.67
Si  -0.1822  0.1568  0.0022
Si  0.0427  0.1119  -0.049
Si  0.0481  -0.0932  0.0484
Si  0.035  -0.0578  -0.146
Si  -0.0336  -0.1745  -0.0572
Si  -0.0203  0.1652  -0.058
Si  0.0093  -0.0632  -0.0368
Si  0.0325  -0.1444  -0.0287
Si  0.1301  -0.0564  0.1129
Si  -0.0404  0.0875  0.2829
Si  0.0104  -0.0047  0.3575
Si  -0.1032  0.0199  0.2522
Si  0.1291  0.0793  0.0688
Si  -0.004  -0.0969  0.1738
Si  -0.0857  0.0415  0.2099
Si  -0.0232  0.0062  0.2841
Si  0.1329  0.0063  0.1774
Si  0.088  0.021  0.1373
Si  0.0015  -0.1947  -0.0985
Si  -0.0796  -0.0389  0.157
Si  0.1168  0.1574  0.4006
Si  0.1953  -0.0448  0.2454
Si  0.0148  0.1032  0.4051
Si  -0.0022  0.0036  0.3757
O  -0.0815  0.1173  0.3723
O  0.1114  -0.1291  0.6533
O  0.1084  -0.0264  -0.2731
O  -0.1018  0.0722  -0.3035
O  -0.0825  0.1304  -0.5904
O  -0.0592  0.0634  -0.5884
O  -0.1211  0.0592  0.4594
O  0.0592  0.0374  0.3991
O  -0.1564  -0.0288  -0.1816
O  0.0777  -0.2396  -0.3031
O  0.0526  -0.0484  -0.0923
O  -0.0335  0.007  -0.6491
O  0.0436  0.2173  -0.0839
O  -0.0474  -0.1249  -0.2976
O  -0.0414  -0.0356  -0.2095
O  -0.1189  0.0643  -0.0871
O  -0.1501  -0.0363  0.1973
O  -0.0111  0.0404  -0.0226
O  0.0202  -0.0403  0.0762
O  -0.0134  0.1653  0.0611
O  0.165  -0.0078  -0.0319
O  -0.0937  -0.0161  0.0333
O  -0.0186  0.0079  0.1475
O  0.026  -0.0499  -0.0054
Si  -0.0768  0.0996  0.0803
Si  0.029  0.0776  0.1537
Si  -0.0241  0.012  0.0028
Si  0.0238  -0.0427  0.0336
Si  -0.0504  -0.0491  0.1794
Si  -0.0252  -0.0839  -0.0105
Si  0.0166  -0.0668  -0.2082
Si  0.0245  0.1087  -0.0225
Si  -0.0863  -0.0303  0.0442
Si  -0.056  0.0512  -0.0609
Si  0.0661  0.0589  0.047
Si  -0.0088  0.0249  -0.0193
Si  0.2382  -0.1172  0.1773
Si  -0.0837  0.0143  0.0114
Si  -0.0016  -0.0358  -0.0447
Si  -0.0466  -0.0257  -0.0653
Si  0.0124  -0.0106  -0.1365
Si  -0.0965  0.1494  0.3908
Si  -0.0017  0.0496  -0.0471
Si  -0.0051  -0.0612  -0.1695
Si  -0.0591  -0.2663  0.2194
Si  0.3144  -0.1257  0.2461
Si  0.0392  -0.1172  -0.0548
Si  -0.0377  0.0207  0.0489
Si  -0.067  -0.1581  0.0878
Si  0.1417  -0.0014  -0.0936
Si  -0.2116  0.08  0.0621
Si  0.029  0.0656  -0.014
Si  0.0142  -0.0302  -0.0184
Si  -0.102  -0.0307  -0.0949
Si  0.0316  -0.0299  0.0615
Si  -0.1292  0.179  0.1894
Si  -0.022  0.0648  0.0246
Si  0.0111  0.0494  0.0765
Si  -0.0559  -0.0487  -0.1054
Si  -0.0891  0.1799  0.1453
O  0.0593  -0.0734  0.1535
O  -0.0657  0.0032  -0.0114
O  0.0206  -0.0434  0.0727
O  0.0363  -0.013  -0.0037
O  0.0536  -0.028  -0.1346
O  0.0685  -0.045  -0.0818
O  0.0953  0.0617  -0.0375
O  -0.0712  0.001  -0.103
O  -0.0179  0.0099  -0.0108
O  0.1685  -0.1367  -0.2218
O  -0.0778  0.0005  0.0006
O  -0.0482  -0.0215  0.0472
O  0.0227  0.0214  0.0075
O  0.0306  0.0241  0.0885
O  0.0054  0.016  0.1365
O  0.0309  0.0677  0.0039
O  0.0506  -0.0205  0.0839
O  -0.0451  -0.0605  -0.012
O  0.105  -0.14  0.1355
O  0.1239  -0.1285  -0.264
O  -0.0415  0.0991  0.1714
O  -0.0558  -0.0276  -0.0396
O  0.0198  -0.0642  -0.0493
O  -0.0259  -0.0151  -0.0346
O  0.0652  0.0986  0.27
O  -0.0435  0.1526  -0.0427
O  -0.0013  -0.057  -0.1223
O  -0.0104  0.031  -0.1597
O  0.0082  0.0002  0.0355
O  0.0507  0.0218  -0.0341
O  -0.0035  0.0318  -0.0164
O  -0.0022  -0.04  0.0352
O  -0.0282  -0.0537  -0.02
O  -0.0084  0.0101  -0.0321
O  0.0666  0.0655  -0.0302
O  0.0106  0.0701  -0.0416
O  0.0176  0.0181  0.0831
O  -0.0332  0.1128  0.0364
O  0.0122  0.0047  0.1112
O  -0.0027  -0.0494  0.0344
O  -0.0315  -0.0213  -0.0284
O  0.0032  0.0216  -0.084
O  0.0106  0.0011  -0.0149
O  0.0317  -0.0526  -0.107
O  -0.0242  -0.0227  0.0014
O  0.0331  0.0615  0.0026
O  0.0273  0.0127  0.1033
O  0.0733  -0.1388  0.0131
O  -0.02  -0.0057  0.0381
O  0.0195  0.0227  -0.0975
O  0.0541  -0.0273  0.0053
O  -0.0393  0.0423  -0.104
O  0.0221  0.0262  -0.0035
O  0.001  -0.0276  0.0101
O  -0.0265  0.0229  -0.0086
O  -0.0882  0.0291  0.0349
O  -0.0069  -0.0192  0.0368
O  0.0768  -0.177  -0.2052
O  0.0236  0.0417  -0.0864
O  -0.0672  0.064  0.0302
O  -0.042  -0.0159  -0.1172
O  -0.1721  -0.0212  -0.153
O  0.0505  -0.0371  -0.0618
O  -0.0178  0.0164  0.0553

The program warned: the cutoff lies below the one the program advises for these potential files; the exchange-correlation potential is rough where the density is thin.
